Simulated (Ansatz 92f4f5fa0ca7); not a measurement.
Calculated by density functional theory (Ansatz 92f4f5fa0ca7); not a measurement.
Periodic cell of 225 atoms, Si132O91B2, from a study of silicon, its oxide and their interface. The atomic structure is a simulated model.
Doubt: the cutoff is far below the 930 eV that the study's wrapper takes by default for these files, so forces and energies are approximate.
This geometry differs little from another in the collection (a relaxation step or a small displacement).

Settings: functional PBE; potential files Ansatz PAW; basis plane waves; wave-function cutoff 580 eV; density cutoff ratio 5; exchange-correlation grid ratio 1; k mesh 1 x 1 x 1, Gamma-centred; self-consistency stop 5e-08 eV per atom in the density residual; occupations fixed; spin none; net charge 0.

Cell vectors (angstrom)
a  10.938  0  0
b  0  10.938  0
c  0  0  31.9494

Atoms: element, x, y, z (angstrom)
Si  10.6334  -0.0009  24.4171
Si  5.0801  0.1234  24.6531
Si  2.8255  2.2929  24.5385
Si  8.5755  2.4303  24.5714
Si  10.7114  5.5829  24.3286
Si  5.1626  5.6096  24.4496
Si  2.9939  7.9474  24.4118
Si  8.4212  7.8252  24.4179
Si  1.2954  1.1309  25.8437
Si  6.8164  1.3244  25.7402
Si  3.9888  4.012  25.7368
Si  9.692  4.0246  25.85
Si  1.3399  6.7904  25.6688
Si  6.8076  6.719  25.7528
Si  4.0079  9.467  25.9505
Si  9.4848  9.4409  25.7998
Si  2.643  -0.131  27.2853
Si  8.1379  -0.068  27.1476
Si  0.0803  2.6599  27.2078
Si  5.4556  2.722  27.1155
Si  2.6667  5.4159  27.1131
Si  8.1941  5.369  27.1353
Si  0.0093  8.1513  27.1296
Si  5.5155  8.1449  27.1772
Si  4.0821  1.3308  28.5018
Si  9.5399  1.3339  28.5019
Si  1.3809  4.0705  28.5654
Si  6.8102  4.064  28.5291
Si  4.0832  6.7886  28.4888
Si  9.5535  6.7875  28.4879
Si  1.2958  9.4883  28.6152
Si  6.822  9.5372  28.5639
Si  -0.0344  0.0031  29.9132
Si  5.4597  0  29.8976
Si  2.7614  2.7165  29.9046
Si  8.1988  2.7205  29.8889
Si  -0.0061  5.4606  29.8922
Si  5.4593  5.4605  29.8886
Si  2.7488  8.1661  29.9065
Si  8.223  8.1809  29.8907
Si  1.3673  1.3673  31.2657
Si  6.8362  1.3673  31.2657
Si  4.1018  4.1018  31.2657
Si  9.5708  4.1018  31.2657
Si  1.3673  6.8362  31.2657
Si  6.8362  6.8362  31.2657
Si  4.1018  9.5708  31.2657
Si  9.5708  9.5708  31.2657
Si  2.7345  0  0.6835
Si  8.2035  0  0.6835
Si  0  2.7345  0.6835
Si  5.469  2.7345  0.6835
Si  2.7345  5.469  0.6835
Si  8.2035  5.469  0.6835
Si  0  8.2035  0.6835
Si  5.469  8.2035  0.6835
Si  4.0673  1.4053  2.0613
Si  9.5628  1.3803  2.0333
Si  1.3267  4.1555  2.0596
Si  6.7999  4.1555  2.047
Si  4.0752  6.86  2.0431
Si  9.548  6.8606  2.0553
Si  1.3382  9.6185  2.0573
Si  6.7772  9.6441  2.0419
Si  -0.0169  0.0666  3.4545
Si  5.4119  0.0535  3.4573
Si  2.6962  2.803  3.4135
Si  8.2109  2.7947  3.3485
Si  0.0001  5.548  3.4634
Si  5.4385  5.537  3.4428
Si  2.7162  8.2516  3.3944
Si  8.1632  8.2873  3.35
Si  1.3422  1.4838  4.8343
Si  6.8057  1.5224  4.7067
Si  4.0084  4.2029  4.7974
Si  9.5509  4.1335  4.7546
Si  1.3376  7.0031  4.8383
Si  6.7836  7.0181  4.7456
Si  4.0241  9.5931  4.8257
Si  9.4976  9.6233  4.7606
Si  2.6198  -0.0265  6.1997
Si  8.1659  0.1477  6.0398
Si  -0.0086  2.8762  6.2597
Si  5.4305  2.8459  6.1
Si  2.7346  5.668  6.2001
Si  8.2016  5.6232  5.9598
Si  -0.0274  8.3847  6.2682
Si  5.4508  8.3263  6.2657
Si  4.3243  1.167  7.3472
Si  9.6759  1.2602  7.4453
Si  1.1584  4.5536  7.5171
Si  6.5921  4.5668  7.2777
Si  4.2956  6.7626  7.6486
Si  9.7033  6.6603  7.4674
B  0.7967  10.1723  7.0731
Si  6.6598  9.9903  7.4537
O  9.5881  1.2345  23.9808
O  4.1078  6.7958  23.9421
O  4.0159  1.2434  24.0299
O  9.5412  6.6984  23.8895
O  -0.048  5.6082  7.9974
O  5.4998  0.1476  7.95
O  -0.0484  0.0826  7.7256
O  5.5078  5.6423  7.9561
O  7.6045  3.995  8.4358
O  8.7223  7.0975  8.7353
O  8.9005  1.6917  8.8675
O  7.5585  9.4958  8.762
O  3.5301  1.8405  8.6091
O  3.5673  7.2874  9.0862
O  2.0328  4.0471  8.8425
O  8.1474  3.483  23.3672
O  0.4571  4.9293  22.943
O  1.9014  2.7393  23.2529
O  5.8351  4.898  23.1169
O  5.5197  9.9996  23.4759
O  2.4518  8.6832  23.0269
O  0.1982  10.0635  23.0826
O  7.7832  8.5683  23.0792
Si  8.7005  7.6727  18.4346
Si  8.9254  6.3329  13.6041
Si  3.8706  1.5207  14.7384
Si  2.1949  5.7262  17.6442
Si  2.4498  3.1155  19.4969
Si  9.9811  9.0003  12.0136
Si  1.3416  9.4109  22.0803
Si  9.2823  0.9386  13.1866
Si  1.5078  5.0366  13.0021
Si  1.9716  8.207  12.7087
Si  6.6615  9.5538  22.4194
Si  4.598  4.5658  15.7491
Si  8.2345  3.0317  9.5607
Si  0.8768  8.2269  19.2632
Si  6.976  1.3392  21.0886
Si  8.286  8.358  9.6813
Si  10.9773  5.1669  15.5988
Si  7.6343  9.4734  16.3032
Si  9.9559  2.0433  20.2917
B  3.7144  8.0258  10.2644
Si  6.7662  3.3113  17.4393
Si  1.1891  0.1901  19.8003
Si  3.2867  2.7947  12.3043
Si  7.2594  5.3776  19.6942
Si  5.9214  8.5905  11.6449
Si  5.9076  6.0113  13.2548
Si  4.6898  9.6775  17.5919
Si  1.0323  3.5893  22.1741
Si  4.9337  1.4488  18.7992
Si  3.1645  3.1061  9.5387
Si  6.536  10.8172  13.784
Si  10.4292  0.0898  15.9652
Si  5.6899  3.6371  11.1488
Si  9.9345  3.8636  11.8712
Si  2.4227  9.8813  15.4906
Si  6.1165  8.1067  19.7863
Si  6.9497  3.969  22.3791
Si  9.8261  2.7427  17.3617
O  7.3404  6.3347  13.9731
O  1.9271  7.0402  18.6875
O  10.3749  3.9785  16.4933
O  6.2276  9.9379  17.0323
O  10.2303  0.7363  14.4867
O  8.4853  6.0933  18.8585
O  5.2655  0.6981  14.4253
O  5.7902  2.0178  17.5425
O  8.3672  1.9263  20.5244
O  2.0353  4.2783  18.4136
O  6.9946  2.7974  10.6179
O  4.9185  2.6595  12.2005
O  6.0966  4.3636  16.3898
O  4.5603  3.9127  9.9573
O  10.7013  2.7628  21.5545
O  9.8288  6.1376  14.9596
O  6.0459  6.4697  19.8309
O  4.1291  0.14  18.2492
O  9.4195  10.5034  12.312
O  2.9491  4.3477  12.7121
O  1.9299  10.6877  21.2102
O  4.0263  2.6898  19.3725
O  0.8071  10.0081  15.9107
O  1.3038  9.7854  18.8311
O  1.7447  1.6398  19.2708
O  9.0182  10.3487  16.4728
O  4.9232  8.5572  18.7628
O  9.6729  8.8103  10.4169
O  6.8094  4.0483  18.8879
O  2.9019  1.7088  13.424
O  5.858  8.7704  21.2425
O  2.5404  2.4537  10.903
O  7.6474  4.8565  21.1923
O  5.3564  7.4482  12.6801
O  0.6354  9.0195  12.285
O  7.683  1.0293  13.5394
O  7.1809  9.6184  14.7295
O  9.0866  4.9944  12.6799
O  8.1406  8.0086  16.9032
O  6.239  2.5725  21.884
O  2.5542  9.0461  14.0379
O  0.5188  4.4564  11.8359
O  0.8333  8.304  20.9339
O  9.4398  3.8076  10.3251
O  9.7572  2.3461  12.4887
O  7.664  8.5423  19.3834
O  2.7851  8.0347  11.2864
O  4.0435  3.0286  15.4069
O  0.9259  4.4775  14.4182
O  10.1046  2.9846  18.9541
O  9.3488  7.7611  12.9047
O  10.5373  0.5216  20.0751
O  6.0814  5.0066  11.9548
O  8.2228  2.7195  17.0212
O  3.6005  5.4535  16.7541
O  4.8476  8.7905  10.4276
O  1.634  6.6565  13.1308
O  4.8719  5.4422  14.3866
O  2.0724  3.8242  20.9262
O  10.6168  1.3612  16.9773
O  1.0154  6.0371  16.5599
O  7.3663  10.9483  21.944
O  5.9433  0.8737  19.9347
O  6.1316  10.0237  12.4031
O  2.9341  0.4999  15.5838
O  7.26  7.9899  10.9085
O  10.286  7.9882  18.6794
O  3.5146  9.1535  16.5355

Results
free energy: -135978.493 eV
free energy less fixed offsets of B -154.04, O -568.88, Si -635.61 eV per atom: -1.813 eV

Forces (eV/angstrom), in the order of the atoms: element, x, y, z
Si  -0.0159  -0.0227  -0.0036
Si  0.0048  -0.0018  -0.0194
Si  0.0119  0.0053  -0.0002
Si  -0.003  -0.0034  -0.0192
Si  0.026  0.0194  -0.0312
Si  -0.0008  -0.0135  0.0005
Si  -0.0066  -0.0127  -0.035
Si  0.0065  0.0211  0.0019
Si  0.0012  0.01  -0.0231
Si  -0.0157  0.0026  0.0072
Si  0.0044  -0.0089  -0.0011
Si  -0.0116  -0.0001  -0.0034
Si  -0.0185  -0.0038  0.0124
Si  0.0004  0.0034  -0.0199
Si  0.003  0.0192  -0.0065
Si  -0.0078  -0.0015  -0.0034
Si  0.019  -0.004  -0.0104
Si  0.0465  0.015  -0.0091
Si  -0.0116  -0.0185  0.0018
Si  -0.0189  -0.0222  0.0059
Si  0.0207  0.0261  0.009
Si  0.0118  -0.0008  0.0281
Si  0.0212  0.0055  0.005
Si  -0.0029  -0.0164  0.01
Si  0.0332  0.0278  -0.0188
Si  -0.0182  -0.0333  -0.0113
Si  0.045  -0.008  0.0325
Si  0.0005  -0.0083  0.0111
Si  -0.0135  -0.0406  -0.0146
Si  0.0141  -0.0147  -0.0263
Si  -0.047  -0.0495  0.0691
Si  0.0073  -0.0074  0.033
Si  0.0248  -0.0247  -0.0229
Si  -0.0042  -0.022  -0.0007
Si  -0.0222  0.0261  -0.0035
Si  -0.0208  0.0157  -0.0046
Si  -0.0191  -0.0057  0.0005
Si  0.0073  -0.0085  -0.0012
Si  -0.0344  0.0455  -0.0228
Si  -0.0194  0.0193  0.006
Si  0.0683  -0.011  -0.077
Si  0.0713  -0.0309  -0.0328
Si  0.084  -0.0984  0.0529
Si  -0.0597  -0.1263  -0.088
Si  0.0443  -0.179  0.0254
Si  0.0705  -0.0251  -0.1276
Si  -0.0188  -0.0968  -0.0412
Si  -0.1431  -0.1529  0.1119
Si  -0.1245  0.1111  0.0284
Si  -0.1754  0.0597  -0.0896
Si  0.0007  0.1841  0.0094
Si  -0.0637  0.1382  0.1056
Si  -0.1505  -0.0109  -0.0205
Si  -0.0908  0.0984  -0.0269
Si  -0.0326  0.1682  0.0978
Si  -0.071  0.1718  0.0154
Si  -0.0109  -0.0189  -0.0067
Si  0.0047  -0.0068  0.0378
Si  0.0502  -0.0109  -0.0368
Si  0.0384  -0.0167  0.0289
Si  -0.0043  -0.0005  0.0152
Si  0.0069  0.022  -0.0021
Si  0.0162  0.0008  0.0353
Si  0.0268  -0.0235  -0.0345
Si  0.01  -0.004  0.0169
Si  -0.0087  -0.0033  0.0123
Si  -0.0777  0.0369  0.0056
Si  0.0119  0.0389  -0.0752
Si  0.0268  -0.0025  0.0198
Si  -0.0136  0.0314  0.0117
Si  0.0014  0.0063  0.0014
Si  -0.007  0.0764  -0.0081
Si  0.1013  -0.1297  0.0442
Si  0.0259  -0.0819  0.0194
Si  0.0527  -0.0101  -0.0189
Si  0.0334  -0.0363  0.0193
Si  -0.016  0.0562  0.0053
Si  0.0016  -0.0408  0.0084
Si  0.019  -0.0341  -0.0014
Si  0.167  -0.1199  0.0626
Si  -0.444  0.0043  0.1285
Si  -0.1183  -0.0069  -0.0605
Si  0.0148  0.108  -0.0724
Si  -0.0005  0.0808  0.0356
Si  -0.0813  0.0019  -0.1047
Si  -0.0459  -0.0071  0.006
Si  0.0364  0.3552  0.1216
Si  -0.0262  0.0418  -0.0597
Si  -0.0978  -0.1284  -0.0007
Si  0.1953  -0.2314  0.1451
Si  -0.0578  -0.0207  0.0998
Si  0.0032  -0.0039  -0.0025
Si  0.1283  0.051  0.2669
Si  0.1086  0.1542  -0.0453
B  -0.0684  -0.0193  -0.3437
Si  0.0245  0.0009  0.0842
O  0.0159  0.0078  0.0071
O  0.004  0.0173  0.0082
O  -0.002  -0.004  0.0034
O  -0.0015  -0.0016  0.009
O  0.0481  -0.0649  -0.0207
O  0.0518  -0.0663  -0.0545
O  0.1116  -0.0657  0.0652
O  -0.0775  0.0775  -0.1124
O  0.0108  0.0006  -0.0326
O  -0.0316  0.0088  0.0364
O  0.012  -0.0024  -0.1236
O  -0.0223  0.0188  -0.0052
O  0.0285  0.0099  -0.0123
O  -0.0191  -0.0191  -0.0359
O  -0.0005  -0.0065  -0.0125
O  0.0042  -0.0002  0.0072
O  -0.0064  -0.0017  0.0105
O  0.0015  -0.002  0.0045
O  -0.0024  0.0057  0.0098
O  0.0017  -0.0006  0.008
O  0.0067  -0.0024  0.0096
O  0.0008  0.0086  0.0097
O  0.0005  -0.0081  -0.0033
Si  0.0054  -0.003  0.0086
Si  -0.0033  0.007  -0.003
Si  0.0077  -0.0001  0.004
Si  0.0063  -0.0009  0.0079
Si  0.0038  -0.002  0.0047
Si  -0.0017  -0.0074  -0.0142
Si  0.0064  -0.0004  -0.0158
Si  0.0063  -0.0068  0.0036
Si  0.0112  0.0072  0.0031
Si  -0.0117  -0.0051  0.0183
Si  0.0008  -0.0039  -0.0032
Si  0.0026  -0.0039  0.0106
Si  -0.0169  0.0388  0.034
Si  0.004  -0.0036  -0.0005
Si  0.0058  -0.0041  -0.002
Si  0.0063  -0.0397  -0.011
Si  0.008  -0.0044  0.0085
Si  0.0074  0.0029  0.0123
Si  0.0021  -0.0022  0.0006
B  0.0217  -0.0083  -0.0194
Si  0.0043  -0.003  0.0063
Si  0.0039  -0.005  0.0037
Si  0.0121  0.002  -0.0012
Si  0.0044  -0.0019  0.0009
Si  -0.0021  -0.0019  -0.0281
Si  0.0022  -0.0041  -0.0084
Si  0.0056  -0.0011  0.009
Si  0.0016  -0.0003  -0.0083
Si  0.0054  -0.0017  0.0055
Si  0.0177  0.0266  0.0221
Si  0.0003  -0.0054  0.0027
Si  0.0037  -0.001  0.0086
Si  -0.0084  0.0096  0.0115
Si  0.0077  0.0147  0.018
Si  0.0097  -0.0009  -0.0057
Si  0.0037  -0.0021  0.0055
Si  0.005  0.0001  -0.008
Si  0.002  -0.0035  0.0088
O  0.0126  -0.0067  -0.0013
O  0.0034  -0.0013  -0.0015
O  0.007  0.0023  -0.0062
O  0.0032  -0.0012  -0.005
O  0.0031  0.0026  -0.0079
O  0.0049  -0.0015  -0.0032
O  0.0065  -0.0003  -0.002
O  0.0015  -0.0031  -0.0017
O  0.0017  -0.0051  0.0009
O  0.0048  -0.0024  -0.0031
O  0.0206  -0.0102  -0.0009
O  0.0032  -0.0021  -0.0053
O  0.0045  0.0007  -0.0061
O  -0.0027  -0.0017  0.0003
O  0.0041  -0.0015  0.0034
O  0.0013  -0.0012  -0.0059
O  0.0032  -0.0003  -0.0019
O  0.0045  -0.0003  -0.0055
O  0.0055  -0.0074  -0.006
O  0.0022  -0.0082  0.0055
O  0.0032  -0.002  0.0019
O  0.0024  -0.0034  -0.0031
O  0.0065  -0.0041  -0.0059
O  0.0034  -0.0011  0.0012
O  0.0036  0.0012  -0.0021
O  0.003  -0.0021  -0.0033
O  0.0042  -0.0026  -0.0017
O  0.0045  0.0052  0.0132
O  0.0041  -0.0002  -0.0018
O  0.0051  0.001  -0.0003
O  0.0073  -0.0004  0.0039
O  0.0002  -0.001  -0.0019
O  0.003  -0.0032  0.0027
O  0.0009  0.002  0.0033
O  0.0004  0.001  -0.0007
O  0.0051  0.0014  -0.0043
O  0.0065  0.0003  -0.0036
O  0.0024  -0.0001  0.0029
O  0.0054  -0.0004  -0.0048
O  0.0036  0.0003  0.0035
O  -0.0003  0.0079  0.0182
O  -0.0075  -0.0068  -0.0004
O  0.0049  0.0011  0.0039
O  -0.0103  -0.0212  -0.0115
O  0.0041  0.0067  -0.0062
O  0.0017  -0.0019  -0.0028
O  0.0233  -0.0059  -0.0116
O  0.0037  -0.001  -0.0041
O  0.0004  -0.001  0.0006
O  0.0051  -0.0011  -0.0029
O  -0.0017  -0.0094  -0.0001
O  0.0043  -0.0008  -0.0016
O  0.008  -0.0024  0.0001
O  0.0036  -0.0017  -0.003
O  0.0057  -0.0003  -0.0042
O  0.0157  -0.0058  0.0158
O  0.0033  -0.002  -0.0023
O  0.0062  -0.0006  -0.001
O  0.0009  -0.0015  0.0022
O  0.0042  -0.0049  -0.006
O  0.0029  -0.0032  -0.0081
O  0.0024  -0.0002  0.0013
O  0.0045  -0.0011  -0.0008
O  0.0073  0.0039  0.0036
O  0.0042  -0.0073  -0.0042
O  0.0072  0.013  0.0034
O  0.0051  -0.0005  -0.0031
O  -0.0005  0.0002  -0.0016

The program warned: the cutoff lies below the one the program advises for these potential files; the exchange-correlation potential is rough where the density is thin.
